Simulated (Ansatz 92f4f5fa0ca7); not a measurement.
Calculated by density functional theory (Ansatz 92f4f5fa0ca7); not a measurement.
Periodic cell of 240 atoms, Si148O92, from a study of silicon, its oxide and their interface. The atomic structure is a simulated model.

Settings: functional PBE; potential files Ansatz PAW; basis plane waves; wave-function cutoff 700 eV; density cutoff ratio 5; exchange-correlation grid ratio 1; k mesh 2 x 2 x 1, shifted by 0.5 0.5 0.5 of a step; self-consistency stop 5e-08 eV per atom in the density residual; occupations fixed; spin none; net charge 0.

Cell vectors (angstrom)
a, 11.6015, 0, 0
b, 0, 10.938, 0
c, 0, 0, 33.1188

Atoms and the computed forces on them: element, x, y, z (angstrom), force x, y, z (eV/angstrom)
Si, 0.0284, -0.2032, 24.3322, 0.0133, -0.0387, -0.0327
Si, 3.9032, -0.0257, 24.324, -0.0365, -0.0758, 0.0253
Si, 7.8078, -0.3682, 24.5495, 0.027, -0.0165, -0.0918
Si, 1.8988, 1.2574, 24.337, -0.0639, 0.0217, -0.0416
Si, 6.0083, 1.1643, 24.3621, 0.1359, 0.0418, 0.006
Si, 9.6496, 1.0847, 24.5881, -0.0709, 0.0988, -0.0012
Si, 0.0596, 5.116, 24.583, -0.0402, -0.0151, -0.0975
Si, 3.9896, 5.3958, 24.1817, 0.0488, -0.0746, 0.0227
Si, 7.8523, 5.3211, 24.3637, -0.0169, -0.0473, -0.029
Si, 1.9145, 6.5906, 24.4166, -0.1272, 0.0488, 0.016
Si, 5.9376, 6.731, 24.3812, 0.0407, 0.0263, -0.0383
Si, 9.844, 6.5979, 24.5333, 0.0697, 0.0657, 0.0083
Si, 2.0068, 2.598, 26.3236, 0.0315, -0.0508, -0.0241
Si, 5.8482, 2.6304, 26.2807, -0.0057, -0.085, -0.0302
Si, 9.6965, 2.5497, 26.4628, -0.0023, -0.058, -0.0368
Si, 0.0452, 3.8642, 26.5079, -0.017, 0.0642, -0.0061
Si, 3.9152, 4.0364, 26.2114, -0.0004, 0.0656, -0.0051
Si, 7.801, 3.9866, 26.3469, 0.017, 0.0813, -0.0352
Si, 2.0034, 8.0932, 26.3156, 0.0317, -0.0936, -0.0342
Si, 5.8009, 8.0766, 26.3604, -0.0373, -0.061, -0.0341
Si, 9.7295, 8.0387, 26.4232, 0.0148, -0.0489, -0.0343
Si, 0.0417, 9.4426, 26.3387, -0.0169, 0.0736, -0.0237
Si, 3.9122, 9.5401, 26.3116, 0.0094, 0.0601, -0.0121
Si, 7.7686, 9.3406, 26.4926, 0.0164, 0.0585, 0.0027
Si, 0.0521, -0.0612, 28.2562, 0.0051, -0.0301, 0.0102
Si, 3.9089, -0.055, 28.2724, -0.0029, -0.0414, -0.0034
Si, 7.7376, -0.0523, 28.2929, -0.0103, -0.0395, -0.0142
Si, 1.9917, 1.3067, 28.2933, -0.005, 0.0435, 0.0232
Si, 5.8191, 1.3398, 28.2728, -0.0143, 0.0366, 0.0194
Si, 9.691, 1.2537, 28.3759, -0.0027, 0.0306, 0.0113
Si, 0.0502, 5.4197, 28.2954, -0.0062, -0.0472, -0.0081
Si, 3.8843, 5.3836, 28.2251, -0.0028, -0.0408, -0.006
Si, 7.749, 5.413, 28.2615, 0.0024, -0.0348, 0.0106
Si, 1.9814, 6.7927, 28.2872, 0.0146, 0.0427, 0.0214
Si, 5.7957, 6.7594, 28.3042, -0.014, 0.0481, 0.0216
Si, 9.7037, 6.7404, 28.3494, -0.0063, 0.032, 0.0119
Si, 1.9336, 2.7345, 30.2196, 0.0399, -0.1955, -0.0596
Si, 5.8008, 2.7345, 30.2196, 0.0186, -0.1251, -0.0746
Si, 9.6679, 2.7345, 30.2196, 0.0347, -0.1312, 0.1824
Si, 0, 4.1018, 30.2196, 0.1309, -0.1259, 0.1653
Si, 3.8672, 4.1018, 30.2196, -0.0213, -0.1742, -0.1784
Si, 7.7343, 4.1018, 30.2196, -0.0412, -0.1387, -0.0353
Si, 1.9336, 8.2035, 30.2196, 0.0629, -0.1642, -0.0442
Si, 5.8008, 8.2035, 30.2196, -0.0256, -0.1984, -0.0213
Si, 9.6679, 8.2035, 30.2196, 0.0326, -0.1538, 0.0688
Si, 0, 9.5708, 30.2196, 0.0979, -0.1633, -0.059
Si, 3.8672, 9.5708, 30.2196, 0.0786, -0.11, 0.0231
Si, 7.7343, 9.5708, 30.2196, -0.0871, -0.1696, 0.162
Si, 0, 0, 32.1532, 0.0028, 0.0374, 0.0292
Si, 3.8672, 0, 32.1532, -0.0012, -0.0813, -0.033
Si, 7.7343, 0, 32.1532, -0.0084, -0.0375, 0.0522
Si, 1.9336, 1.3673, 32.1532, 0.0069, 0.0131, -0.0655
Si, 5.8008, 1.3673, 32.1532, -0.0111, -0.0414, -0.0417
Si, 9.6679, 1.3673, 32.1532, -0.0046, -0.0003, 0.0567
Si, 0, 5.469, 32.1532, -0.0108, -0.1065, -0.0048
Si, 3.8672, 5.469, 32.1532, -0.0022, 0.0513, -0.0038
Si, 7.7343, 5.469, 32.1532, 0.0068, 0.0104, 0.0304
Si, 1.9336, 6.8362, 32.1532, 0.0108, -0.0237, -0.0245
Si, 5.8008, 6.8362, 32.1532, 0.0088, -0.0555, -0.0098
Si, 9.6679, 6.8362, 32.1532, -0.0098, 0.0423, 0.0163
Si, 1.9336, 2.7345, 0.9679, -0.0585, 0.1173, -0.1529
Si, 5.8008, 2.7345, 0.9679, 0.0674, 0.1867, -0.0036
Si, 9.6679, 2.7345, 0.9679, -0.0948, 0.1103, 0.2876
Si, 0, 4.1018, 0.9679, -0.0425, 0.0768, -0.3055
Si, 3.8672, 4.1018, 0.9679, -0.0526, 0.2031, 0.1419
Si, 7.7343, 4.1018, 0.9679, -0.0223, 0.1557, -0.0552
Si, 1.9336, 8.2035, 0.9679, -0.0439, 0.174, 0.1037
Si, 5.8008, 8.2035, 0.9679, 0.0323, 0.1534, 0.2662
Si, 9.6679, 8.2035, 0.9679, -0.094, 0.2543, -0.0907
Si, 0, 9.5708, 0.9679, -0.0838, 0.1975, 0.1323
Si, 3.8672, 9.5708, 0.9679, 0.0311, 0.1955, -0.2806
Si, 7.7343, 9.5708, 0.9679, -0.0087, 0.2621, -0.0675
Si, -0.0588, 0.0729, 2.8985, -0.0159, -0.0241, -0.0292
Si, 3.8675, 0.0941, 2.8183, 0.0154, -0.0529, -0.0097
Si, 7.7071, 0.0469, 2.8946, -0.0053, -0.0393, -0.0249
Si, 1.9001, 1.4072, 2.8956, -0.0008, 0.0481, 0.0083
Si, 5.7934, 1.4526, 2.9375, 0.0057, 0.0477, 0.0192
Si, 9.6284, 1.4524, 2.9814, 0.01, 0.026, -0.0043
Si, -0.0624, 5.5591, 2.8001, 0.0015, -0.0301, 0.0021
Si, 3.8411, 5.5658, 2.8825, 0.0268, -0.0243, -0.0204
Si, 7.7062, 5.5223, 2.8815, 0.006, -0.0362, -0.0249
Si, 1.874, 6.8998, 2.9349, -0.007, 0.0291, -0.0055
Si, 5.779, 6.9007, 2.962, -0.0029, 0.0308, -0.0049
Si, 9.6244, 6.8927, 2.8981, 0.0088, 0.0447, 0.027
Si, 1.8885, 3.0033, 4.6533, 0.0026, -0.058, 0.0127
Si, 5.7743, 2.9093, 4.8608, -0.0067, -0.087, 0.0068
Si, 9.6496, 2.8352, 4.9879, -0.0071, -0.0664, 0.0222
Si, -0.0601, 4.2958, 4.7304, -0.0314, 0.0656, 0.0254
Si, 3.8325, 4.2955, 4.8492, -0.0251, 0.0343, 0.0296
Si, 7.7391, 4.2451, 4.851, 0.0118, 0.0711, 0.0211
Si, 1.8262, 8.4235, 4.7884, 0.0048, -0.0499, -0.0028
Si, 5.7129, 8.2313, 4.9756, -0.0416, -0.0592, 0.0255
Si, 9.6378, 8.2612, 4.8412, 0.0446, -0.0699, 0.0229
Si, -0.1245, 9.7719, 4.8956, -0.0573, 0.035, 0.0136
Si, 3.8134, 9.6348, 4.667, 0.0452, 0.0668, 0.0221
Si, 7.6855, 9.5675, 4.7798, 0.0228, 0.0773, 0.0056
Si, -0.0213, 0.3178, 6.8407, 0.118, -0.0452, -0.0454
Si, 3.6696, 0.2182, 6.4143, -0.0701, -0.0065, 0.0022
Si, 7.6757, 0.0206, 6.6573, -0.0586, -0.0061, 0.061
Si, 1.8266, 1.7017, 6.5365, 0.08, -0.0113, 0.0758
Si, 5.713, 1.3244, 6.6078, 0.0659, 0.0222, 0.019
Si, 9.4792, 1.549, 7.092, -0.0789, 0.0514, -0.0119
Si, 0.0882, 5.7558, 6.601, 0.1102, -0.0834, -0.0349
Si, 3.6163, 5.6621, 6.8292, -0.1369, -0.0527, -0.0055
Si, 7.6959, 5.6212, 6.815, 0.0423, -0.0152, 0.0058
Si, 1.9173, 7.2989, 6.8309, -0.0065, 0.0207, 0.1106
Si, 5.668, 6.8156, 7.0111, -0.0262, 0.0723, -0.0163
Si, 9.7125, 6.9762, 6.8493, 0.0139, 0.0426, 0.0201
O, 7.5463, 4.5084, 8.0304, 0.0344, -0.0398, -0.0002
O, 5.5484, 7.4641, 8.5458, 0.0074, 0.0222, 0.0425
O, 0.6472, 10.4415, 8.1453, -0.0235, -0.0532, 0.0227
O, 5.6368, 1.9013, 8.1618, -0.006, 0.0136, 0.0239
O, 1.9971, 8.2086, 8.2705, -0.0111, -0.0161, -0.0603
O, 10.0927, 8.0383, 8.0951, -0.0288, 0.0385, 0.0433
O, 11.9428, 4.5899, 7.7621, 0.0176, -0.0039, -0.0029
O, 7.4776, 9.884, 7.9371, 0.0362, -0.0063, 0.0142
O, 3.4631, 10.2714, 7.809, -0.0124, -0.0132, -0.0346
O, 1.909, 2.4541, 8.0451, -0.012, 0.0462, -0.0057
O, 3.0706, 4.8038, 8.1798, 0.0158, -0.0229, -0.0275
O, 9.1077, 2.4469, 8.491, 0.0122, 0.0267, -0.0124
O, 3.6686, 0.2726, 21.0392, 0.0168, 0.0108, -0.0193
O, 1.9037, 4.4295, 21.5181, 0.0086, -0.0423, 0.02
O, 6.0737, 7.7095, 23.0421, 0.0057, 0.0528, 0.0006
O, 5.9311, 9.9225, 21.5632, -0.017, -0.0455, 0.0252
O, 10.2365, 7.548, 23.2204, 0.0178, 0.0107, 0.0325
O, 0.0349, 9.7823, 22.9471, -0.0041, -0.0217, 0.0346
O, 7.86, 4.3747, 22.9779, 0.0096, -0.0406, 0.0272
O, 9.3047, 2.1557, 23.3629, -0.0261, -0.002, 0.0311
O, 7.9727, 9.6003, 23.1768, -0.0507, -0.0337, 0.0021
O, 6.5611, 2.0571, 23.0414, 0.0162, 0.0316, 0.0112
O, 0.2478, -1.3642, 19.223, -0.0296, -0.011, 0.0082
O, -0.0955, 4.165, 23.2006, 0.0509, -0.0412, -0.0047
Si, 7.9859, 2.7794, 22.631, 0.0111, 0.0022, -0.0017
Si, -3.2982, 6.9513, 13.8854, -0.0038, -0.0108, 0.0043
Si, 6.3547, 11.3054, 15.2957, 0.0027, -0.0059, 0.0022
Si, 0.0062, 8.177, 22.5926, -0.0063, -0.0043, 0.0022
Si, 3.8564, -2.3147, 12.1758, 0.0105, -0.0007, 0.012
Si, -5.9707, 8.2674, 14.6186, -0.0069, -0.0061, -0.0009
Si, -1.3354, 5.8716, 18.5779, 0.0032, -0.0008, -0.0093
Si, -5.1321, 1.3414, 18.2364, -0.0107, -0.0064, -0.0157
Si, -1.134, -1.6403, 13.9233, 0.0067, -0.0063, -0.005
Si, 8.1388, 3.5855, 9.231, -0.0046, 0.0161, 0.0058
Si, -2.3713, 4.7589, 15.7921, 0.0031, 0.0027, 0.0082
Si, 6.4621, 4.0249, 16.779, 0.0017, 0.0053, -0.0045
Si, -0.545, 0.1758, 16.2707, 0.0028, 0.0018, -0.0016
Si, -7.4848, 2.515, 15.4811, -0.0022, 0.0021, 0.0031
Si, 3.7849, -9.5204, 19.8837, -0.0075, -0.0014, -0.0072
Si, 12.3435, 7.9686, 11.6915, -0.0119, -0.0061, 0.0272
Si, 7.6878, 10.0092, 9.5552, 0.0103, -0.0049, 0.0042
Si, 8.4272, 5.9786, 10.9773, 0.0024, -0.0058, 0.0189
Si, 2.1052, 9.8393, 8.6173, -0.0121, 0.0227, -0.0025
Si, 3.5137, 4.3572, 21.303, 0.0039, -0.0004, 0.01
Si, -1.2868, -0.7808, 19.0976, -0.0008, 0.0013, -0.0153
Si, 4.2987, 9.812, 21.5882, 0.0074, -0.0098, 0.015
Si, -0.803, 3.2808, 13.4576, -0.0068, 0.0008, 0.0114
Si, 1.7974, 1.8292, 17.6055, -0.0018, 0.0008, 0.0008
Si, 12.1056, 7.9794, 19.5147, 0.0044, -0.0078, -0.008
Si, 6.9456, 8.795, 22.1874, -0.0086, 0.0143, 0.0065
Si, 8.975, 1.5944, 19.9136, -0.0062, 0.0146, -0.0061
Si, 10.1163, 8.4049, 9.6892, -0.0019, 0.0068, -0.0158
Si, 5.9971, 1.6636, 9.7298, -0.0034, 0.0135, -0.0117
Si, 8.1482, 7.8131, 19.4331, -0.009, -0.0013, -0.0054
Si, -5.8279, 7.0544, 17.5641, -0.0034, 0.0019, -0.0048
Si, 2.1102, 13.6166, 13.0607, 0.0013, -0.0096, 0.0087
Si, -0.2999, 3.251, 19.3907, 0.0029, -0.0039, -0.0105
Si, 13.2699, 4.0018, 8.5129, 0.0067, -0.0129, 0.0092
Si, 12.4846, 4.7506, 11.5077, 0.0045, -0.0027, -0.0006
Si, 5.9631, 7.5433, 10.1239, -0.003, -0.0084, -0.0067
Si, -8.2143, 0.4472, 11.1216, 0.0057, -0.0037, 0.013
Si, -2.404, 1.0176, 14.0753, -0.002, 0.0042, 0.0084
Si, 0.8679, 3.3493, 22.1669, 0.0115, 0.0219, 0.0138
Si, 3.563, 7.1915, 19.8152, 0.0101, -0.0014, -0.0185
O, 11.6128, 8.5769, 10.3426, -0.0038, -0.0232, 0.0368
O, 1.7157, 2.2001, 22.9659, -0.0143, 0.0534, -0.0022
O, 2.2851, -2.5625, 11.8992, -0.0036, -0.0095, -0.0123
O, 8.5907, 5.9814, 12.602, -0.0122, 0.0151, -0.0043
O, 6.8612, -4.6899, 10.5608, 0.0229, 0.0146, -0.0205
O, -3.8782, 0.9171, 19.1511, -0.0092, 0.0124, 0.0037
O, -1.7162, 2.5587, 18.9584, 0.0143, 0.0051, 0.0284
O, -5.1551, 2.9517, 17.9979, 0.0013, -0.0264, -0.0145
O, 6.671, 11.3882, 16.8892, -0.0116, 0.0213, -0.0004
O, -4.6642, 7.9033, 18.3389, 0.0007, -0.0188, 0.0067
O, 0.7371, 6.3545, 11.5327, -0.0001, 0.0255, -0.0027
O, 16.024, 7.2101, 18.4446, 0.0087, -0.0047, 0.025
O, 4.2, 15.3839, 22.8005, -0.0514, -0.0144, -0.03
O, 2.0172, 7.4355, 19.3916, -0.0102, 0.0043, 0.0191
O, 3.8757, 5.7249, 20.4819, 0.0007, 0.0262, 0.0106
O, -0.4169, -1.1868, 15.3412, -0.0203, 0.0262, -0.0121
O, 11.5156, 7.7968, 21.0217, 0.0166, 0.0009, -0.0301
O, 8.9164, 4.575, 10.2851, -0.0225, 0.0207, -0.02
O, 0.9279, 0.7889, 16.674, -0.0127, 0.0117, 0.0127
O, 4.1387, 10.2322, 12.0144, -0.0174, -0.0129, -0.0248
O, -1.2524, 4.1635, 14.7649, -0.012, -0.0072, -0.018
O, 7.07, 0.4756, 10.0553, -0.0128, -0.0081, -0.0355
O, -3.0292, 6.1312, 15.2448, 0.0073, -0.0163, -0.0123
O, -2.3967, 8.9866, 19.1226, 0.0048, 0.005, 0.0205
O, 5.3962, 7.6409, 16.096, 0.0165, -0.003, -0.0141
O, 10.0066, 5.1118, 17.171, -0.0189, 0.0022, -0.0003
O, 11.0793, 4.195, 12.136, 0.0224, -0.016, 0.0137
O, -1.4974, 1.215, 15.4369, -0.0043, -0.0275, -0.0219
O, 6.8803, 8.8595, 10.351, 0.0028, -0.0086, -0.0273
O, 3.9111, 8.439, 20.8096, -0.0014, -0.015, -0.0091
O, -2.7317, -4.5813, 19.2696, 0.0195, 0.02, -0.0085
O, 1.2373, 4.1184, 10.06, -0.0051, 0.0157, 0.0113
O, -3.9974, 0.9707, 14.4219, 0.0076, -0.008, 0.0109
O, 9.3914, 7.1759, 10.4593, -0.0113, -0.0117, -0.0114
O, 7.6551, 7.981, 20.9769, -0.0046, 0.0097, -0.0093
O, 6.8807, 2.9889, 10.1124, 0.0118, 0.0037, -0.0191
O, 1.4143, -3.4147, 23.1231, -0.0031, 0.034, 0.0038
O, 3.9037, 2.9501, 20.5177, -0.0118, -0.0133, 0.0089
O, -5.4488, 9.7871, 14.8008, -0.0034, 0.0011, 0.0045
O, 2.4626, 1.1861, 18.952, 0.0149, 0.0134, -0.0059
O, -0.0297, 8.577, 12.9851, 0.0017, 0.0024, -0.0395
O, -8.5435, 2.3926, 16.7271, 0.0022, -0.0037, -0.008
O, 9.2822, 9.8084, 9.8974, -0.0226, -0.0362, -0.0237
O, 8.316, 2.5362, 21.0642, 0.0008, -0.0097, -0.0045
O, 11.2579, 7.148, 18.3922, -0.0119, -0.0086, 0.0249
O, -2.3474, 8.2431, 14.059, 0.0115, 0.0104, -0.0178
O, -0.5497, 4.8437, 19.5641, -0.0108, -0.0088, -0.0099
O, 0.6094, 2.4509, 13.7191, 0.0014, 0.0215, -0.0306
O, 4.5788, 1.3977, 10.4942, -0.0044, -0.0227, -0.0035
O, 4.6571, -3.2302, 11.077, 0.0008, 0.015, 0.0043
O, -6.6562, 1.1609, 15.104, 0.0124, 0.01, 0.0073
O, 6.7519, 7.4188, 13.7965, 0.0096, 0.0092, 0.018
O, 7.9157, 3.8072, 16.0396, -0.0023, 0.015, 0.0088
O, 3.2566, 2.8341, 14.1707, -0.0015, -0.0146, 0.0038
O, 13.7147, 4.1816, 12.4121, -0.0285, -0.0035, -0.0073
O, -1.6545, 0.3092, 20.2782, -0.0005, -0.0121, -0.0251
O, 5.2008, 3.7051, 15.7805, 0.0002, -0.0244, 0.0111
O, -1.8487, -0.3085, 13.2903, 0.0095, -0.0014, 0.0328
O, 2.4226, 10.5298, 10.0823, 0.0101, 0.018, 0.0156
O, 4.2739, -2.7243, 13.7056, 0.0244, 0.0063, -0.013
O, 2.4472, 1.443, 12.0292, 0.0039, 0.0143, 0.0005
O, 6.2705, 5.5098, 17.4038, -0.0002, 0.0042, -0.007
O, 5.0764, 1.0056, 18.9892, 0.02, 0.0128, -0.0044
O, -2.0644, 2.2945, 13.1216, 0.0263, 0.0029, 0.0152
O, -1.3773, -0.1014, 17.6294, 0.0195, -0.0079, 0.0054
O, 3.7785, -1.2057, 23.1392, 0.0429, -0.0108, -0.0243
O, 11.6995, 2.6838, 20.886, -0.002, 0.0161, -0.0059
O, 0.8018, 2.9927, 18.2028, -0.0092, -0.0155, 0.0063

Results
free energy: -146425.862 eV
free energy less fixed offsets of O -569.03, Si -635.61 eV per atom: -4.822 eV

The program warned: the cutoff lies below the one the program advises for these potential files; the forces do not sum to zero within the program's tolerance; the exchange-correlation potential is rough where the density is thin.
